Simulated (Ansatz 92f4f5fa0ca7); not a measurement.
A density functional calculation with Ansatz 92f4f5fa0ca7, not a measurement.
Periodic cell of 222 atoms, Si131O89B2, from a study of silicon, its oxide and their interface. The atomic structure is a simulated model.
Doubt: the cutoff is far below the 930 eV that the study's wrapper takes by default for these files, so forces and energies are approximate.
This geometry differs little from another in the collection (a relaxation step or a small displacement).

Settings: functional PBE; potential files Ansatz PAW; basis plane waves; wave-function cutoff 580 eV; density cutoff ratio 5; exchange-correlation grid ratio 1; k mesh 1 x 1 x 1, Gamma-centred; self-consistency stop 5e-08 eV per atom in the density residual; occupations fixed; spin none; net charge 0.

Cell vectors (angstrom)
a 10.938 0 0
b 0 10.938 0
c 0 0 32.1988

Atoms: element, x, y, z (angstrom)
Si 10.6148 0.1736 24.7754
Si 5.7399 10.6247 24.7306
Si 2.5181 2.9335 24.6389
Si 8.4791 2.4643 24.7848
Si 0.4166 5.2876 24.6958
Si 5.2121 5.6828 24.8296
B 3.2712 7.6962 25.2417
Si 7.9782 8.4254 24.7563
Si 1.3605 1.3443 25.9691
Si 6.8793 1.2854 26.0862
Si 4.0656 4.0514 26.0699
Si 9.693 4.1067 25.993
Si 1.5589 6.8699 26.0389
Si 6.8419 6.835 26.078
Si 4.0959 9.4356 25.9814
Si 9.5167 9.5636 26.1462
Si 2.7575 -0.0445 27.3153
Si 8.193 -0.0277 27.5389
Si 0.042 2.7105 27.4183
Si 5.4898 2.6939 27.3862
Si 2.7544 5.4228 27.4974
Si 8.2606 5.4383 27.3597
Si 0.0556 8.1701 27.3706
Si 5.4873 8.1876 27.4808
Si 4.1017 1.3293 28.7386
Si 9.5966 1.3691 28.8065
Si 1.3741 4.0626 28.8213
Si 6.8656 4.0844 28.7433
Si 4.1259 6.8064 28.8275
Si 9.6079 6.8141 28.7491
Si 1.3866 9.5687 28.7469
Si 6.8309 9.5447 28.8616
Si 0.0224 -0.0141 30.1452
Si 5.4581 0.0002 30.163
Si 2.7593 2.7032 30.146
Si 8.2129 2.7307 30.1477
Si 0.0087 5.4544 30.1529
Si 5.503 5.4414 30.1529
Si 2.7386 8.2002 30.1446
Si 8.2356 8.1684 30.1513
Si 1.3673 1.3673 31.515
Si 6.8362 1.3673 31.515
Si 4.1018 4.1018 31.515
Si 9.5708 4.1018 31.515
Si 1.3673 6.8362 31.515
Si 6.8362 6.8362 31.515
Si 4.1018 9.5708 31.515
Si 9.5708 9.5708 31.515
Si 2.7345 0 0.6835
Si 8.2035 0 0.6835
Si 0 2.7345 0.6835
Si 5.469 2.7345 0.6835
Si 2.7345 5.469 0.6835
Si 8.2035 5.469 0.6835
Si 0 8.2035 0.6835
Si 5.469 8.2035 0.6835
Si 4.1235 1.3575 2.0535
Si 9.5685 1.3552 2.0514
Si 1.3686 4.1188 2.036
Si 6.8501 4.0838 2.0566
Si 4.1069 6.826 2.0535
Si 9.5804 6.8329 2.0499
Si 1.3852 9.5466 2.05
Si 6.8293 9.5894 2.0488
Si -0.005 -0.0356 3.3861
Si 5.4879 0.01 3.4664
Si 2.7728 2.779 3.3643
Si 8.1919 2.6973 3.4453
Si 0.0202 5.4786 3.4315
Si 5.4821 5.4608 3.405
Si 2.7669 8.2048 3.4438
Si 8.2064 8.2222 3.3779
Si 1.385 1.393 4.6282
Si 6.8418 1.3506 4.9033
Si 4.1501 4.0865 4.8
Si 9.5719 4.0858 4.7579
Si 1.4105 6.8337 4.8167
Si 6.8198 6.8876 4.7232
Si 4.1303 9.5782 4.8416
Si 9.5519 9.5521 4.7847
Si 2.738 0.1134 6.0505
Si 8.1995 -0.0619 6.2602
Si 0.0187 2.673 6.0395
Si 5.4673 2.7265 6.2858
Si 2.8086 5.4783 6.1764
Si 8.1662 5.4831 6.0336
Si 0.0052 8.1892 6.1487
Si 5.5194 8.2196 6.2247
Si 3.8233 1.5752 7.5924
Si 9.8289 1.1401 7.45
Si 1.6187 3.8031 7.3057
Si 6.6403 4.4206 7.4678
Si 4.3961 6.6353 7.5443
Si 9.3541 6.9551 7.3966
Si 1.1329 9.9226 7.2842
Si 7.1456 9.2288 7.6585
O 8.3028 8.0954 7.9139
O 2.7061 2.7397 7.946
O 9.5488 1.3235 24.1978
O 4.0657 6.8696 24.493
O 0.0224 0.0286 7.9538
O 5.519 5.5139 8.0293
O 6.8822 9.5409 24.1939
O 1.4462 4.103 24.1372
O 3.8504 7.3882 8.9342
O 0.8056 4.3783 8.6007
O 9.801 6.1756 8.7878
O 2.112 9.3879 8.4865
O 7.4995 3.9267 8.7873
O 4.2431 0.9277 9.0637
O 6.6972 9.5557 9.2088
O 9.1928 1.8515 8.7969
O 7.7423 3.1951 23.5067
O 10.7861 6.0899 23.3712
O 5.1156 0.4102 23.3903
O 5.7827 5.0706 23.4157
O 3.1793 2.2467 23.2854
O 8.6741 7.7382 23.4306
O 0.2105 10.1567 23.5486
Si 4.4363 1.5742 22.4742
Si 3.4517 7.9525 14.0129
Si 7.0656 0.988 14.6663
B 0.2641 9.6948 22.2557
Si 1.1476 4.3176 11.8735
Si 6.2222 8.986 15.3095
Si 0.6307 1.3798 12.2919
Si 8.6052 5.0651 20.5333
Si 0.313 5.7185 9.3517
Si 5.0163 3.1334 17.9429
Si 0.8189 3.7884 16.7238
Si 10.3191 2.944 19.1956
Si 5.2557 1.1892 10.3388
Si 0.7289 0.272 19.8376
Si 6.6113 9.4648 10.8464
Si 9.2436 9.723 18.2768
Si 9.3559 9.2564 12.5405
Si 6.5728 3.8844 22.6074
Si 2.4293 8.0752 9.3715
Si 10.532 7.4111 17.0693
Si 2.4505 6.3267 16.5682
Si 10.129 4.5136 14.1652
Si 6.0481 9.2032 18.5027
Si 7.9467 2.5708 9.5642
Si 8.8326 2.1574 12.4425
Si 5.2637 6.2686 18.0767
Si 3.8395 0.5725 19.4916
Si 4.2446 3.8433 12.0425
Si 5.5016 6.6132 12.1316
Si 7.929 2.5586 17.2187
Si 4.2985 2.4879 14.9629
Si 1.4734 1.2401 15.2621
Si 1.5339 9.426 12.0265
Si 8.0068 6.8751 13.8583
Si 10.3145 9.8593 15.4617
Si 9.8978 7.1601 22.5198
Si 8.0425 5.551 17.4327
O 6.0118 7.9666 11.2823
O 5.9303 9.2046 16.8847
O 7.6307 1.3864 13.1949
O 0.8376 1.7633 13.8632
O 9.3623 6.3045 16.88
O 6.7121 6.2217 13.1413
O 5.0603 4.6753 18.6059
O 9.1479 2.2285 18.2685
O 2.263 0.0953 19.2018
O 9.2975 10.2433 16.7059
O 2.7558 4.4367 11.7005
O 4.967 10.3363 19.0867
O 9.3776 3.2657 13.4716
O 0.3897 1.873 19.8946
O 3.0884 1.3744 15.067
O 8.1096 5.4913 19.0523
O 3.8207 6.6205 17.4008
O 4.5037 3.2926 16.3832
O 9.0222 5.6929 14.2982
O 5.5178 2.7461 22.1185
O 10.6011 4.1672 15.667
O 0.2567 3.9592 18.2461
O 10.3053 10.6277 19.1255
O 9.6079 10.0444 13.9912
O 10.8015 8.4088 21.9477
O 1.1334 2.2016 16.5304
O 9.6653 3.8278 20.4029
O 8.0472 4.0958 16.7144
O -0.0761 9.1053 11.8785
O 6.5019 2.4318 18.0055
O 5.5532 10.7229 11.1843
O 7.6619 9.6188 18.8151
O 9.9822 1.0374 12.053
O 1.3015 6.963 9.0593
O 0.5877 4.7784 13.3421
O 5.6209 7.6484 18.9955
O 5.2029 5.0932 11.519
O 2.678 7.0232 15.1134
O 0.8721 2.7539 11.4614
O 0.7863 10.7188 15.5628
O 2.382 8.6029 10.9033
O 4.675 2.4384 11.2648
O 4.2053 3.5134 13.6729
O 2.1369 4.7198 16.4551
O 10.6527 8.2771 15.6809
O 6.902 10.3184 14.6911
O 2.2995 8.9723 13.4132
O 7.9685 1.5899 15.9004
O 4.0808 7.0058 12.8429
O 4.0813 2.0184 18.7201
O 7.2736 4.5745 21.3236
O 8.3695 2.9333 11.0915
O 1.1187 6.899 17.3483
O 5.5875 1.5743 14.7569
O 8.0985 9.7683 11.5615
O 9.2811 6.36 21.2453
O 8.9119 7.7317 12.8378
O 1.6064 0.1338 11.8743
O 6.5731 6.1992 17.0784
O 7.3584 7.8264 15.0345
O 0.7968 10.5256 21.3099
O 9.9808 8.2654 18.3388
O 3.9473 0.8674 21.0968
O 0.311 5.345 10.9215
O 6.6716 1.5739 9.6243
O 4.7471 8.7346 14.6415

Results
free energy: -134206.408 eV
free energy less fixed offsets of B -154.04, O -568.88, Si -635.61 eV per atom: -3.098 eV

Forces (eV/angstrom), in the order of the atoms: element, x, y, z
Si 0.002 -0.0034 0.0058
Si 0.0296 0.0018 -0.0368
Si 0.019 -0.0205 0.0366
Si 0.0192 -0.0216 -0.0511
Si -0.0057 -0.0086 -0.0382
Si 0.0634 -0.0577 0.1158
B 0.0987 -0.0589 0.0238
Si 0.0209 -0.0102 0.0412
Si 0.0041 0.003 -0.013
Si -0.0113 0.0021 0.0119
Si -0.0101 0.0065 -0.0254
Si -0.0041 0.012 0.0166
Si -0.033 -0.0041 0.0271
Si -0.0037 0.0066 -0.0262
Si -0.0109 -0.0101 0.0061
Si 0.0003 0.0011 -0.0225
Si -0.0367 -0.0036 0.0159
Si 0.0108 -0.0035 -0.0164
Si 0.0005 -0.0146 -0.0066
Si -0.0019 0.0053 0.0025
Si 0.031 0.0101 -0.0215
Si -0.0093 0.0078 0.0025
Si 0.011 0.036 0.0014
Si -0.0053 -0.035 -0.0231
Si 0.0133 -0.011 -0.0224
Si 0.0054 -0.0015 0.0151
Si -0.0354 0.0268 0.0031
Si -0.0015 0.0046 -0.0094
Si -0.0193 0.0178 0.0038
Si 0.0065 -0.0236 -0.0171
Si 0.0299 -0.0242 -0.0312
Si -0.0326 0.0283 0.0111
Si -0.0147 0.0077 -0.0061
Si 0.0105 -0.0148 -0.0057
Si 0.0064 -0.004 0.0119
Si 0.005 -0.0033 -0.0018
Si 0.0097 -0.008 -0.0015
Si 0.0005 -0.0024 -0.0103
Si -0.0037 -0.0002 -0.0096
Si 0.0042 0.0011 0.0089
Si 0.1007 -0.0835 0.0349
Si 0.007 0.0835 -0.0399
Si 0.1031 -0.1384 -0.0289
Si -0.0604 0.0429 0.0256
Si 0.0016 0.0338 -0.0647
Si 0.1577 -0.1129 0.0642
Si -0.1246 -0.0274 0.0593
Si 0.1017 -0.0497 -0.0295
Si 0.03 -0.0413 0.1178
Si -0.0722 0.0492 -0.0974
Si -0.0519 0.0063 0.053
Si 0.0873 -0.0285 0.0235
Si -0.0385 0.1734 -0.1357
Si 0.0574 -0.0821 0.1073
Si 0.087 -0.0887 -0.012
Si -0.0345 0.051 0.0498
Si -0.0082 0.0095 0.0048
Si -0.0005 -0.005 -0.0039
Si 0.0127 -0.0004 0.0022
Si -0.0083 0.0088 0.0014
Si 0.002 -0.0059 -0.0056
Si -0.0035 0.0075 0.0048
Si -0.0144 0.0096 0.001
Si 0.0092 -0.0049 -0.0011
Si -0.0088 -0.0135 -0.0074
Si 0.0093 0.0018 0.0148
Si 0.0075 0.0214 -0.0176
Si -0.0093 -0.0133 0.009
Si 0.0069 0.0004 0.0016
Si -0.0065 -0.0054 0.0007
Si 0.0102 -0.0005 0.0101
Si -0.003 0.0121 -0.0092
Si -0.0024 0.0017 0.0056
Si -0.0007 0.0035 -0.0123
Si -0.0022 0.0011 -0.0024
Si -0.0007 0.0052 -0.0003
Si -0.0055 -0.0008 -0.0032
Si -0.0027 0.0028 0.0036
Si -0.0031 0.0001 -0.0105
Si 0.0003 0.0036 0.0002
Si 0.002 -0.009 0.0056
Si 0.0003 0.0033 0.0006
Si -0.0041 0.004 0.0079
Si 0.0014 -0.0015 -0.0021
Si -0.0005 0 0.0014
Si -0.0006 0 0.0032
Si -0.0013 0.0014 -0.0006
Si -0.0027 0.001 0.0037
Si -0.0027 0.0022 0.0081
Si -0.0024 -0.0026 -0.0022
Si -0.0015 0.0003 0.0027
Si -0.001 -0.0012 0.0039
Si -0.0004 0.0015 -0.0012
Si -0.0036 0.0006 0.0008
Si -0.0005 0.0005 0.006
Si -0.002 -0.0018 -0.0012
O 0.0036 -0.001 0.0002
O 0.0005 0.0044 -0.0057
O -0.0071 0.0055 0.0187
O -0.1284 0.1344 -0.0514
O -0.0013 0 -0.0015
O -0.0033 -0.0016 -0.0015
O -0.0438 0.0085 0.0077
O -0.0109 0.029 0.0041
O -0.002 0.0003 -0.0039
O -0.0008 0.0009 -0.0042
O -0.0012 -0.0005 -0.0024
O 0.0003 0.0003 -0.0033
O -0.0003 0.0004 -0.0023
O -0.0011 -0.0005 -0.0036
O -0.0027 0.0017 -0.0052
O -0.001 0.0002 -0.0044
O -0.0115 0.0032 0.0217
O -0.0002 0.005 0.0138
O 0.0033 0.0002 0.0212
O 0.0263 -0.0404 -0.0745
O 0.006 -0.0069 -0.0098
O -0.0007 -0.0033 -0.0063
O 0.0133 -0.0164 -0.0283
Si -0.018 0.0136 -0.0144
Si -0.0029 0.0029 -0.0021
Si -0.0023 0.0044 -0.0019
B -0.0089 0.0036 0.0112
Si -0.003 -0.0006 0.0023
Si -0.0031 0.0028 -0.0047
Si -0.0017 0.0013 0.0014
Si -0.0063 0.0031 0.0057
Si -0.0019 0.0006 0.009
Si -0.0036 -0.0029 -0.0013
Si -0.0037 0.0003 -0.0012
Si -0.0015 -0.003 -0.0005
Si -0.0025 0.0036 0.0066
Si -0.0071 0.0052 -0.0052
Si -0.0022 0.0011 0.0054
Si -0.001 0.0076 -0.0016
Si -0.0006 0.0003 0.0019
Si 0.0034 0.0352 0.0016
Si -0.0026 0.0038 0.0089
Si -0.0048 0.004 -0.0025
Si -0.0043 -0.0003 -0.0069
Si -0.0035 0.0005 -0.001
Si 0.0024 0.0077 -0.002
Si -0.0027 0.0041 0.0087
Si -0.005 0.0013 0.0029
Si -0.0002 0.0001 -0.0085
Si -0.0095 0.0004 -0.0023
Si -0.0029 0.0017 0.0035
Si -0.0031 -0.0002 0.0027
Si 0.0005 0.0003 -0.0022
Si -0.0024 -0.0005 -0.0041
Si -0.0026 0.0003 -0.0011
Si -0.004 0.0035 0.0019
Si -0.0028 0.0026 -0.0033
Si -0.0035 0.0027 -0.0003
Si -0.0021 0.0201 -0.0216
Si -0.0021 -0.0003 -0.0031
O -0.0011 0.004 -0.0026
O -0.0043 -0.0007 -0.0005
O -0.0003 0.003 -0.0026
O -0.003 0.0019 -0.0037
O -0.0024 0.0033 0.0016
O -0.0064 0.0022 -0.0025
O -0.0047 0.0035 0.0001
O -0.0036 0.0032 -0.0001
O 0.0032 0.0008 0.0022
O -0.0021 0.0006 -0.0009
O -0.0031 0.002 -0.0015
O -0.0019 -0.0009 0.0002
O -0.0032 0.0002 -0.0005
O -0.003 -0.0004 -0.0061
O -0.0011 0.0032 0.0006
O -0.0015 0.0035 0.0027
O -0.0036 0.0029 0.0021
O -0.0035 0.0014 0.0013
O -0.0039 0.0015 0.0009
O 0.0043 0.0008 0.0014
O -0.0034 0.002 -0.0016
O -0.0024 0.0026 -0.0017
O -0.004 -0.0019 -0.0057
O -0.0035 0.0025 -0.0016
O 0.0015 -0.0039 0.007
O -0.0038 0.0018 -0.001
O -0.0062 0.0059 0.0005
O -0.0047 0.0032 0.0013
O -0.0027 0.0015 -0.0021
O -0.0052 0.0029 0.001
O -0.0029 0.0024 -0.0015
O -0.0075 -0.0005 -0.0029
O -0.003 0.0004 -0.0012
O -0.0035 0.0029 -0.0045
O -0.0019 0.0019 -0.0025
O -0.006 -0.0006 0.0009
O -0.0036 0.0013 -0.0023
O -0.0032 0.0028 0.0011
O -0.0027 0.0034 -0.003
O -0.0035 0.0018 0.0002
O 0 -0.0018 -0.0075
O -0.0018 -0.0002 -0.0031
O -0.0039 0.0029 -0.002
O -0.0028 0.0044 0.0013
O -0.0033 0.0018 0.0009
O -0.0029 0.0015 0.0014
O -0.0038 0.0023 -0.0009
O -0.0045 0.0012 -0.001
O -0.0021 0.0009 -0.0015
O -0.0024 0.0043 -0.0008
O -0.012 -0.0139 0.033
O -0.003 0.0012 -0.0049
O -0.0012 0.001 0.0019
O -0.0039 0.0015 0.0025
O -0.0048 0.0008 -0.0038
O 0.005 -0.0027 0.0162
O -0.0037 0.0028 -0.0004
O -0.0041 0.0015 -0.002
O -0.0043 0.0035 0.0024
O -0.0025 0.0007 -0.0001
O -0.0129 -0.007 0.0093
O -0.0014 -0.0006 -0.001
O 0.0064 0.0067 0.0191
O -0.001 0.0029 -0.0056
O -0.0015 0.0024 -0.0037
O -0.0038 0.0017 0.0015

The program warned: the cutoff lies below the one the program advises for these potential files; the exchange-correlation potential is rough where the density is thin.
